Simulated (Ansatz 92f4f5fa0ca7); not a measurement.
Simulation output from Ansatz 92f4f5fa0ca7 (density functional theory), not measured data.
Periodic cell of 360 atoms, Si240O120, from a study of silicon, its oxide and their interface. The atomic structure is a simulated model.
Doubt: the cutoff is far below the 930 eV that the study's wrapper takes by default for these files, so forces and energies are approximate.
This geometry differs little from another in the collection (a relaxation step or a small displacement).

Settings
functional: PBE
potential files: Ansatz PAW
basis: plane waves
wave-function cutoff: 580 eV
density cutoff ratio: 5
exchange-correlation grid ratio: 1
k mesh: 1 x 1 x 1, Gamma-centred
self-consistency stop: 5e-08 eV per atom in the density residual
occupations: fixed
spin: none
net charge: 0

Cell vectors (angstrom)
a  11.6015  0  0
b  0  13.3963  0
c  0  0  41.2517

Atoms: element, x, y, z (angstrom)
Si  0  2.2327  1.1851
Si  3.8672  2.2327  1.1851
Si  7.7343  2.2327  1.1851
Si  1.9336  5.5818  1.1851
Si  5.8008  5.5818  1.1851
Si  9.6679  5.5818  1.1851
Si  0  8.9308  1.1851
Si  3.8672  8.9308  1.1851
Si  7.7343  8.9308  1.1851
Si  1.9336  12.2799  1.1851
Si  5.8008  12.2799  1.1851
Si  9.6679  12.2799  1.1851
Si  1.9336  1.1164  1.9745
Si  5.8008  1.1164  1.9745
Si  9.6679  1.1164  1.9745
Si  0  4.4654  1.9745
Si  3.8672  4.4654  1.9745
Si  7.7343  4.4654  1.9745
Si  1.9336  7.8145  1.9745
Si  5.8008  7.8145  1.9745
Si  9.6679  7.8145  1.9745
Si  0  11.1635  1.9745
Si  3.8672  11.1635  1.9745
Si  7.7343  11.1635  1.9745
Si  1.9336  1.1164  4.3426
Si  5.8008  1.1164  4.3426
Si  9.6679  1.1164  4.3426
Si  0  4.4654  4.3426
Si  3.8672  4.4654  4.3426
Si  7.7343  4.4654  4.3426
Si  1.9336  7.8145  4.3426
Si  5.8008  7.8145  4.3426
Si  9.6679  7.8145  4.3426
Si  0  11.1635  4.3426
Si  3.8672  11.1635  4.3426
Si  7.7343  11.1635  4.3426
Si  0  0  36.9111
Si  3.8672  0  36.9111
Si  7.7343  0  36.9111
Si  1.9336  3.3491  36.9111
Si  5.8008  3.3491  36.9111
Si  9.6679  3.3491  36.9111
Si  0  6.6981  36.9111
Si  3.8672  6.6981  36.9111
Si  7.7343  6.6981  36.9111
Si  1.9336  10.0472  36.9111
Si  5.8008  10.0472  36.9111
Si  9.6679  10.0472  36.9111
Si  0  0  39.2792
Si  3.8672  0  39.2792
Si  7.7343  0  39.2792
Si  1.9336  3.3491  39.2792
Si  5.8008  3.3491  39.2792
Si  9.6679  3.3491  39.2792
Si  0  6.6981  39.2792
Si  3.8672  6.6981  39.2792
Si  7.7343  6.6981  39.2792
Si  1.9336  10.0472  39.2792
Si  5.8008  10.0472  39.2792
Si  9.6679  10.0472  39.2792
Si  0  2.2327  40.0686
Si  3.8672  2.2327  40.0686
Si  7.7343  2.2327  40.0686
Si  1.9336  5.5818  40.0686
Si  5.8008  5.5818  40.0686
Si  9.6679  5.5818  40.0686
Si  0  8.9308  40.0686
Si  3.8672  8.9308  40.0686
Si  7.7343  8.9308  40.0686
Si  1.9336  12.2799  40.0686
Si  5.8008  12.2799  40.0686
Si  9.6679  12.2799  40.0686
Si  -0.6682  1.9923  30.9571
Si  1.3085  2.9252  30.0705
Si  11.0243  -2.9678  27.1992
Si  -1.6577  3.5538  27.6543
Si  3.2914  1.9008  30.8102
Si  9.6546  -0.7872  25.2704
Si  0.9064  1.9999  27.9957
Si  7.4772  3.116  25.6675
Si  6.9499  11.6056  24.6608
Si  -3.1623  7.8919  25.7158
Si  9.2261  16.6809  29.9008
Si  14.9989  12.6651  25.5734
Si  0.7743  2.2523  21.9377
Si  5.3763  -1.1904  30.8149
Si  4.9519  4.7329  26.0801
Si  4.9093  4.9971  29.2185
Si  6.7761  6.0573  30.6067
Si  10.3258  -0.3762  30.6515
Si  1.9318  5.2145  30.5016
Si  0.5769  12.4869  29.141
Si  3.0824  12.9781  30.9501
Si  3.3566  5.6876  18.7281
Si  8.8386  8.3241  22.7213
Si  15.1972  16.7374  20.6568
Si  -0.186  2.2423  33.2003
Si  3.7594  2.2511  33.0715
Si  7.5412  2.2295  32.8786
Si  2.0019  5.5501  32.871
Si  5.9362  5.6938  32.8807
Si  9.1694  5.4895  30.771
Si  -0.0801  8.7292  32.8502
Si  3.8886  9.0897  32.681
Si  7.7278  8.9211  32.9064
Si  4.9565  16.0014  29.3038
Si  5.8463  12.2698  33.0924
Si  9.8591  12.3519  32.9172
Si  1.8287  1.1513  33.8778
Si  5.7039  1.1088  33.8019
Si  9.5027  1.1135  33.8448
Si  0.032  4.5091  33.7683
Si  3.9618  4.5189  33.6735
Si  7.6892  4.4222  33.8211
Si  1.9916  7.8345  33.5681
Si  5.747  7.9123  33.7081
Si  9.5979  7.7724  33.8149
Si  0.1294  11.0823  33.5864
Si  3.9458  11.1361  33.8827
Si  7.8708  11.182  33.6387
Si  1.9186  1.1239  36.1943
Si  5.7986  1.1221  36.1484
Si  9.6301  1.1156  36.1756
Si  0.0043  4.4763  36.1298
Si  3.8891  4.4805  36.0777
Si  7.725  4.4486  36.1618
Si  1.9475  7.8219  36.0288
Si  5.7842  7.8285  36.096
Si  9.6591  7.8136  36.1582
Si  0.0221  11.1399  36.0337
Si  3.8717  11.1469  36.1972
Si  7.7583  11.1662  36.0579
Si  0.0209  -0.0097  5.2142
Si  3.8886  0.0078  5.0866
Si  7.7462  0.0019  5.1535
Si  1.9322  3.335  5.1937
Si  5.7968  3.5073  5.185
Si  9.6352  3.3135  5.2242
Si  0.0015  6.6917  5.0796
Si  3.835  6.698  5.0961
Si  7.757  6.688  4.9511
Si  1.9347  10.0303  5.2176
Si  5.8002  10.0446  5.0762
Si  9.6699  10.0298  5.1596
Si  0.1365  -0.1177  7.653
Si  4.064  -0.0559  7.4107
Si  7.8169  -0.0926  7.5346
Si  1.8743  3.2371  7.6163
Si  5.7788  5.009  7.1745
Si  9.55  3.1398  7.672
Si  -0.0003  6.5908  7.4084
Si  3.8965  6.495  7.4386
Si  7.6896  6.4206  7.2182
Si  2.0109  9.8995  7.6597
Si  5.8225  9.8962  7.4011
Si  9.6663  9.8655  7.5459
Si  3.4339  -0.8545  10.435
Si  3.7811  2.0824  8.4807
Si  4.9875  -0.793  15.3353
Si  1.8987  5.4957  8.323
Si  5.6931  3.4323  8.8048
Si  9.6257  5.4593  8.141
Si  -0.0031  8.7616  8.3869
Si  4.0085  8.7393  8.3545
Si  5.8027  12.2671  10.6317
Si  2.2283  12.2051  8.3406
Si  5.9437  12.0946  8.254
Si  9.7589  12.1209  8.3572
Si  -3.9781  1.9829  8.7173
Si  -0.3592  2.3354  10.9297
Si  13.2154  1.565  12.0013
Si  3.5629  9.8658  27.3446
Si  4.961  10.2356  14.4252
Si  11.2036  4.6341  11.4718
Si  4.8137  13.846  20.8075
Si  7.9755  9.6125  11.8131
Si  12.7581  11.8501  12.1281
Si  -1.9795  18.8902  22.0068
Si  7.5376  14.521  15.7809
Si  5.7227  10.3013  12.1089
Si  -1.9975  5.974  10.4095
Si  3.5673  1.5028  10.7506
Si  7.6731  -4.7834  8.0763
Si  3.3561  7.6319  14.5659
Si  7.2695  1.0152  10.9649
Si  11.358  7.6855  10.5233
Si  -3.9789  5.0273  19.7483
Si  6.2071  7.2438  18.2429
Si  15.3163  6.5102  11.5211
Si  -4.5203  8.1114  10.2742
Si  4.7242  12.233  18.3016
Si  7.2357  5.7641  13.7174
O  -19.6895  -6.5618  13.1452
O  -3.089  -14.9672  20.0778
O  27.0609  -3.2996  28.9344
O  8.8004  8.7239  12.9499
O  8.8448  -0.6486  29.8952
O  -8.0415  -17.5127  14.3977
O  20.3728  -6.6771  22.6056
O  6.8484  20.9417  25.8756
O  1.2496  -17.3636  22.0697
O  17.959  -1.2521  18.4539
O  0.6258  -13.0064  28.1501
O  -5.5533  -7.2214  22.5262
O  27.2408  -2.604  18.6258
O  -5.1928  13.4105  20.7719
O  19.3036  -9.8087  18.9622
O  2.1957  21.1982  24.9328
O  4.0445  27.3105  26.4517
O  16.3253  8.9928  26.5939
O  25.3025  16.2718  21.1533
O  -5.1451  12.807  25.6452
O  42.5692  -17.8546  21.6621
O  6.8209  -23.3151  22.191
O  15.732  -0.1469  19.4388
O  25.5012  -25.558  15.8535
Si  -12.8498  8.3372  13.3079
Si  4.7662  8.5398  10.6269
Si  13.6065  -2.53  22.2121
Si  7.2932  -0.0727  29.7407
Si  7.1713  2.1704  30.429
Si  14.5028  -6.9155  24.2519
Si  9.9965  12.0004  10.7341
Si  -5.5468  -8.5865  21.5859
Si  5.7182  16.4815  14.1496
Si  13.0982  5.997  10.6281
Si  -6.5427  -19.3079  22.6917
Si  9.5881  9.0223  28.3785
Si  8.2569  -23.8622  22.7509
Si  4.6879  -3.3964  30.3585
Si  0.8033  13.1472  23.8712
Si  -4.2513  8.4177  30.5847
Si  22.6522  4.0564  16.3267
Si  13.7262  -1.0409  33.059
Si  1.3867  -18.9837  19.2578
Si  3.2616  1.5912  14.6076
Si  17.6558  21.1445  15.8494
Si  22.9529  -2.493  14.5567
Si  17.1014  4.6226  10.8742
Si  -7.7478  2.0361  27.0731
Si  10.1006  0.2545  14.0568
Si  21.9103  1.5534  20.7593
Si  17.135  -10.9473  11.8711
Si  17.4681  -4.5974  25.4714
Si  -1.4766  -1.4817  19.9412
Si  -4.2137  6.0491  11.3209
Si  15.9646  -1.2391  23.4158
Si  6.9256  -14.7423  20.0007
Si  18.049  9.1522  20.7029
Si  10.2674  5.1895  13.602
Si  -10.3203  -5.1442  26.2178
Si  14.1436  10.685  19.2594
Si  -2.7648  -10.6561  18.147
Si  -4.307  0.3757  26.639
Si  22.4298  -7.4749  26.2292
Si  -0.1785  -4.1408  21.2857
Si  0.227  -1.3939  17.4817
Si  0.6963  -12.1021  16.0996
Si  11.9356  4.8509  23.5449
Si  11.541  -11.2794  8.5062
Si  -12.2397  -6.359  30.1599
Si  -10.1614  -6.9059  16.6529
Si  -1.9899  -7.8764  33.0817
Si  9.5685  0.7342  11.7693
O  15.0779  4.127  19.2174
O  -11.6485  -15.3161  11.0672
O  -14.3294  -13.068  26.1946
O  -10.6798  11.7793  23.0066
O  -14.6583  -31.0721  29.6523
O  -2.3564  -9.195  22.9101
O  24.1902  -5.7159  17.6789
O  4.5712  -24.7527  20.644
O  11.7613  -21.3137  16.6754
O  -24.2181  31.8553  27.5899
O  8.7821  16.9595  26.5106
O  -14.2544  -2.5414  11.3115
O  -4.6001  -0.1742  28.1292
O  -10.0947  11.4143  18.2591
O  2.7304  5.6601  17.2221
O  23.2451  -18.7119  20.1551
O  -6.4392  -18.3773  21.3664
O  31.2288  1.5812  17.2914
O  -12.9799  24.9111  26.3075
O  13.9496  11.4038  20.7096
O  6.4763  -13.5175  15.6187
O  -2.8862  -4.5923  27.021
O  26.5696  -15.4956  26.5338
O  1.9116  7.1833  15.2304
O  -16.2681  15.8311  15.0267
O  35.8303  -2.3327  13.5455
O  23.6043  2.7873  16.6601
O  23.695  -15.6222  28.1794
O  10.4644  -14.9751  18.3501
O  11.1737  4.956  24.9718
O  -14.1781  -11.567  21.804
O  25.4676  6.4861  19.6835
O  -11.2521  -10.0936  23.1024
O  0.7865  -20.5435  29.9119
O  12.6497  13.4518  12.3908
O  -35.1156  8.5263  11.9699
O  -1.378  11.9982  14.0893
O  -7.4137  -13.486  22.23
O  -24.3046  -33.3806  13.8751
O  10.5815  -0.0699  20.6297
O  3.4183  -2.5497  23.0325
O  -11.9551  -5.125  31.2451
O  -11.4369  9.4528  26.0641
O  45.7019  10.6627  20.6383
O  -7.1534  4.4181  21.5589
O  4.556  -6.2575  15.5569
O  -4.8415  15.3134  26.5391
O  11.1514  29.3205  27.2329
O  -2.9477  4.9389  13.8278
O  3.5284  6.9982  22.8479
O  -13.5436  -9.6219  17.1524
O  -12.8731  8.815  22.3726
O  -32.5169  15.5317  13.4071
O  22.4319  -4.0278  14.471
O  -2.4719  5.2637  20.4566
O  20.128  11.8862  24.2933
O  21.0405  33.4268  25.7736
O  6.4701  -22.3892  25.5061
O  7.9281  -10.9878  24.2594
O  -17.8314  -4.958  23.9727
O  -17.244  22.4394  29.9821
O  -1.7286  15.4854  19.2536
O  38.9353  -13.1939  14.3075
O  27.2895  -7.6005  25.181
O  1.8457  5.3448  23.8153
O  3.4265  18.9394  29.8033
O  4.7907  -20.2965  18.7041
O  -32.7633  -1.0799  29.8435
O  10.8823  17.5511  14.7066
O  20.4705  0.6368  15.0253
O  29.2247  4.7013  14.0761
O  23.6774  6.8938  26.588
O  -12.6326  7.7568  28.7438
O  2.6541  38.3406  11.5557
O  4.2682  -0.7293  16.8099
O  29.1453  11.6823  23.3857
O  0.3673  0.2083  17.2566
O  -0.742  -13.5065  24.4081
O  -9.3229  -4.5446  27.3535
O  0.1595  11.1841  16.0887
O  -7.3488  3.2578  26.0523
O  18.7288  -6.445  14.867
O  6.0314  -4.0418  15.3821
O  -0.3795  5.7046  22.3108
O  11.4292  14.3481  14.7497
O  4.3055  2.8049  14.9578
O  -4.9003  -16.5871  25.4375
O  25.551  9.0956  19.4055
O  29.765  8.5621  19.1764
O  -28.6064  10.752  20.6637
O  1.1915  0.9364  22.8235
O  2.2226  2.2493  27.0791
O  7.404  -7.2263  18.5894
O  16.6315  5.3624  27.6003
O  8.6176  -4.7058  24.2912
O  1.8452  -0.3188  25.1372

Results
free energy: -220803.362 eV
free energy less fixed offsets of O -568.88, Si -635.61 eV per atom: 8.638 eV

Forces (eV/angstrom), in the order of the atoms: element, x, y, z
Si  0.0092  -0.0023  0.0059
Si  -0.028  0.0345  0.0052
Si  -0.0158  0.0624  -0.0702
Si  0.041  0.0041  0.0177
Si  0.0044  0.0228  0.034
Si  -0.0312  0.0157  -0.0015
Si  -0.0202  -0.0566  -0.0517
Si  0.0138  -0.0177  -0.0412
Si  0.0363  -0.0312  0.0053
Si  0.0002  0.0024  0.0264
Si  -0.0161  -0.0797  0.1281
Si  -0.0145  0.0152  0.0229
Si  -0.0118  0.0001  -0.0106
Si  0.1053  0.2406  -0.0361
Si  0.0637  -0.0399  -0.0253
Si  -0.0569  -0.0979  -0.0592
Si  -0.1536  -0.0426  0.0151
Si  0.1227  -0.1928  -0.0004
Si  -0.033  0.0922  -0.0052
Si  -0.0843  -0.011  -0.0095
Si  0.0905  0.0873  0.0172
Si  0.0372  -0.0189  -0.0288
Si  -0.084  -0.0497  -0.0045
Si  0.0613  -0.0028  0.0008
Si  -0.0982  -0.0045  0.2243
Si  0.281  0.5577  0.5909
Si  0.1736  -0.0749  0.3036
Si  -0.1584  -0.3787  0.3902
Si  -0.3899  0.1012  -0.3259
Si  0.2835  -0.2945  -0.7341
Si  -0.112  0.2834  -0.21
Si  -0.2319  -0.1185  -0.3406
Si  0.3189  0.2483  -0.5045
Si  0.1252  -0.0364  0.5345
Si  -0.2068  -0.1468  0.0252
Si  0.157  -0.0126  0.0674
Si  -0.2128  -0.3277  -0.1717
Si  0.0355  -0.0088  0.179
Si  -0.2149  -0.2816  0.2316
Si  0.1779  0.275  -0.0089
Si  -0.1751  0.0249  0.2313
Si  0.0266  0.0671  0.113
Si  0.2346  0.1613  -0.1894
Si  -0.0887  0.0692  -0.2185
Si  -0.2361  0.0146  -0.0626
Si  -0.1532  -0.2093  -0.052
Si  0.3477  0.031  0.0149
Si  0.1347  0.1562  -0.1866
Si  -0.0883  -0.1129  0.0239
Si  -0.0097  0.0162  0.0152
Si  -0.0823  -0.08  -0.0012
Si  0.066  0.0995  0.0271
Si  -0.0635  0.0118  0
Si  0.0302  0.025  0.001
Si  0.0822  0.0655  -0.0039
Si  -0.0378  0.0224  0.0172
Si  -0.0718  0.0041  0.0192
Si  -0.0771  -0.0857  -0.0223
Si  0.1367  -0.0226  0.0219
Si  0.0669  0.0509  0.0101
Si  -0.0091  0.0158  -0.059
Si  0.0167  -0.0185  0.023
Si  0.0089  -0.0486  -0.0216
Si  -0.0502  -0.0083  0.0278
Si  0.0076  -0.031  0.0103
Si  0.0299  -0.0208  -0.0326
Si  0.0177  0.0265  0.0388
Si  -0.0159  0.006  -0.0293
Si  -0.0348  0.0181  0.001
Si  0.0136  0.0035  -0.0446
Si  0.0172  0.0526  0.0106
Si  0.0118  -0.0043  0.0214
Si  -0.054  0.0033  -0.1357
Si  0.0053  0.0464  0.1138
Si  -0.0256  -0.0336  -0.0148
Si  -0.0256  -0.0079  0.053
Si  0.0146  0.0328  -0.0271
Si  -0.012  -0.0096  0.0037
Si  -0.0668  -0.0243  -0.0509
Si  0  0.0031  0.0126
Si  0.0157  -0.0166  -0.0005
Si  -0.0059  -0.0021  0.006
Si  0.0337  -0.0098  0.0164
Si  -0.0077  -0.0132  0.0015
Si  0.0011  0.0142  0.0149
Si  -0.0041  0.0058  -0.0089
Si  0.0055  0.0204  -0.0038
Si  -0.0004  0.007  -0.015
Si  0.0248  -0.0079  0.0271
Si  -0.011  0.0253  0.0144
Si  0.0074  -0.0135  0
Si  0.0042  0.0168  0.01
Si  0.0198  -0.0293  0
Si  -0.0318  0.0067  -0.0039
Si  0.0077  0.0064  0.014
Si  -0.0055  -0.003  0.0037
Si  0.1142  0.0481  0.0152
Si  -0.0045  0.0086  0.0126
Si  -0.0308  0.0109  -0.0045
Si  -0.0087  -0.014  -0.0109
Si  -0.0064  -0.0027  -0.0031
Si  -0.0064  -0.0078  -0.0019
Si  -0.0108  -0.0035  -0.0125
Si  -0.0012  0.0091  -0.008
Si  0.0021  -0.0055  -0.0155
Si  -0.0263  0.0138  0.0079
Si  0.0168  0.0061  0.0139
Si  -0.0016  -0.0094  0.0037
Si  -0.0261  0.0102  -0.0009
Si  -0.0027  -0.013  -0.0083
Si  -0.0349  -0.0272  -0.0456
Si  -0.0056  -0.0068  -0.0092
Si  0.0107  0.0012  -0.0099
Si  0.0191  0.0163  -0.0003
Si  0.0142  -0.003  0.0069
Si  0.0026  -0.0005  0.0019
Si  -0.013  -0.0048  0.0101
Si  0.0121  0.0089  0.0061
Si  0.0045  0.0011  -0.0025
Si  -0.009  0.0045  -0.0013
Si  -0.0031  0.0056  -0.0006
Si  -0.0031  0.0066  0.0041
Si  -0.0047  0.0087  0.0283
Si  -0.0011  0.0041  0.0045
Si  0.0065  -0.0002  0.0045
Si  -0.0051  -0.0063  0.0009
Si  -0.003  -0.0005  0.005
Si  -0.0006  0.0053  0.002
Si  0.0045  0.0005  0.0059
Si  0.0115  -0.0122  0.0054
Si  0.0035  -0.007  0.0074
Si  0.0118  -0.0016  0.0043
Si  0.0095  -0.0045  -0.0068
Si  0.0089  -0.0039  -0.0015
Si  -0.0011  -0.0051  -0.0041
Si  0.0021  0.0002  -0.0023
Si  0.0005  0.0114  -0.0208
Si  -0.0055  -0.0052  -0.0057
Si  -0.0019  0.0021  0.0024
Si  -0.0079  0.0107  -0.01
Si  0.008  -0.0052  0.0047
Si  -0.0031  -0.0006  -0.006
Si  0.0013  0.0036  -0.0048
Si  0.0001  -0.0056  -0.0041
Si  0.0155  -0.0027  0.0103
Si  0.0108  0.0153  -0.0026
Si  0.0011  -0.0118  -0.0083
Si  -0.0012  -0.0053  0.0001
Si  -0.0114  -0.0006  0.0125
Si  -0.0029  -0.012  0.0102
Si  0.0051  -0.0119  -0.005
Si  0.0072  -0.016  0.0046
Si  -0.0024  0.0021  -0.0235
Si  0.0081  -0.0054  -0.0046
Si  0.0027  0.003  0.0144
Si  -0.0174  -0.012  -0.01
Si  -0.0681  0.1137  0.0623
Si  -0.0032  0.0027  -0.0283
Si  -0.0133  0.0072  0.019
Si  0.0025  0.0111  0.0117
Si  0.0131  0.0071  -0.0025
Si  -0.0003  0.0208  0.0195
Si  -0.0005  0.0088  0.0186
Si  0.0018  0.0026  0.001
Si  0.0688  -0.0422  0.0102
Si  -0.008  -0.0118  -0.0279
Si  0.0166  -0.0092  -0.0286
Si  -0.0019  0.0057  0.0313
Si  -0.0214  0.0217  0.0024
Si  -0.0088  0.0113  -0.0188
Si  0.0286  -0.0083  -0.0018
Si  0.0111  -0.0214  0.0097
Si  0.0073  0.0496  -0.0385
Si  0.0006  -0.0008  0.0048
Si  0.0018  -0.0089  -0.0054
Si  -0.0131  -0.0101  0.0075
Si  -0.0037  0.0102  0.0044
Si  0.0094  0.0112  0.0099
Si  0.0145  -0.0066  -0.0222
Si  -0.0257  -0.0139  -0.0352
Si  0.0478  -0.0028  -0.0264
Si  -0.0409  -0.059  0.0187
Si  0.0058  -0.0101  -0.0103
Si  -0.0333  -0.0015  0.0051
Si  -0.0042  0.0012  0.0049
Si  -0.0224  0.0346  0.0125
Si  0.0107  -0.0139  0.0135
Si  -0.0122  0.0043  0.0217
Si  -0.0031  -0.0026  0.0031
Si  -0.0087  -0.017  -0.0384
Si  -0.003  0.0059  -0.0008
Si  0.0336  0.0084  -0.0613
O  0.0164  -0.0044  -0.0128
O  -0.0107  0.0003  0.0027
O  -0.0038  0.0108  0.0008
O  0.0013  -0.0015  0.0128
O  0.0114  -0.0124  0.0046
O  0.0184  -0.0039  0.0187
O  -0.0026  -0.0103  -0.005
O  0.0006  0.0021  -0.0025
O  0.0026  0.003  0.0002
O  -0.0016  -0.0005  0.0069
O  0.0137  -0.0423  0.0227
O  0.0069  -0.0148  -0.0114
O  0.0048  -0.0054  -0.0015
O  -0.0014  0.0036  0.0016
O  -0.0066  0.0095  0.0061
O  -0.0049  0.0044  0.0029
O  -0.0166  0.0329  0.0274
O  -0.0022  0.0038  0.0007
O  0.0019  -0.0006  -0.0038
O  -0.0063  0.0065  0.0002
O  -0.0035  -0.0013  -0.0064
O  -0.0088  0  -0.004
O  0.0011  0.0045  0.009
O  0.0122  -0.002  0.0013
Si  -0.0075  0.009  -0.0073
Si  0.0287  0.0434  0.0094
Si  -0.0013  -0.0109  -0.0096
Si  -0.0282  0.0012  -0.008
Si  0.023  0.0019  -0.0132
Si  -0.0102  0.0085  0.0003
Si  -0.0097  0.0032  -0.02
Si  -0.0128  0.0082  0.0112
Si  0.0016  -0.0376  -0.0334
Si  -0.0221  -0.0205  -0.0163
Si  -0.0114  -0.0043  0.0127
Si  0.0159  0.0225  -0.0147
Si  0.0073  -0.0007  0.005
Si  -0.0045  -0.0097  -0.003
Si  -0.0241  -0.001  -0.0031
Si  -0.0034  -0.016  0.0253
Si  0.0085  0.0053  -0.0085
Si  -0.0038  -0.0056  0.0043
Si  -0.0137  -0.0004  -0.0017
Si  -0.0079  -0.0025  0.0024
Si  0.0133  -0.0108  0.0033
Si  -0.0119  0.0148  0.0091
Si  0.0191  0.0077  -0.0162
Si  0.034  -0.0026  -0.0315
Si  -0.0061  0.0077  -0.0151
Si  -0.0099  -0.0075  -0.0092
Si  0.0072  0.0003  0.0071
Si  0.0035  -0.0086  0.0042
Si  0.0069  -0.0055  -0.0117
Si  -0.0283  -0.014  0.0273
Si  0.0197  -0.0067  -0.0176
Si  0.0016  0.0011  -0.0013
Si  -0.006  -0.0011  0.023
Si  0.0278  -0.0239  -0.0241
Si  0.0072  -0.0059  -0.0041
Si  -0.014  0.0031  -0.0004
Si  0.019  0.0017  -0.0036
Si  0.015  0.0016  0.0039
Si  -0.001  -0.0004  0.0009
Si  0.0006  -0.0073  0.0018
Si  -0.0036  0.0049  -0.0034
Si  -0.0184  -0.0038  0.0021
Si  0.0049  0.0088  0.008
Si  -0.0024  0.0083  0.0145
Si  -0.0495  -0.0335  0.0067
Si  -0.0118  -0.0071  0.0068
Si  -0.0044  -0.0142  0.0044
Si  0.0037  -0.0334  0.0093
O  0.007  -0.0013  -0.0004
O  -0.0112  -0.0004  -0.0044
O  0.0024  0.0016  0.0042
O  -0.0024  -0.004  0.0013
O  -0.0119  -0.0061  0.0055
O  0.0036  0.0022  0.0008
O  0.002  0.0021  -0.0032
O  0.0041  -0.0008  0.001
O  -0.0008  0.0009  0.0014
O  0.0066  0.0051  -0.0013
O  -0.0025  0.0022  -0.0141
O  -0.0091  0.0142  -0.0026
O  0.0013  0.0117  0.0157
O  0.0101  -0.0021  0.0067
O  0.0108  -0.0003  -0.0014
O  0.0012  -0.0017  -0.0002
O  0.0058  0.0034  -0.0119
O  -0.0046  0.0005  0.0041
O  0.0101  0.0055  -0.0018
O  0.0028  0.0028  0.0048
O  0.0015  -0.0059  0.0014
O  -0.0084  -0.0119  -0.0068
O  -0.01  0.0224  -0.006
O  0.0137  0.0074  -0.0099
O  0.0027  0.0082  0.0153
O  0.0025  -0.0089  0.0017
O  0.0043  -0.0058  0.0024
O  0.0379  0.0021  -0.0197
O  -0.0047  -0.0001  0.0039
O  0.0012  -0.0025  -0.0019
O  -0.003  0.0008  0.0013
O  0.0098  -0.0061  0.0029
O  0.0003  -0.0068  -0.0043
O  0.0149  -0.0246  0.0161
O  -0.0043  0.0025  -0.0045
O  0.0139  -0.0093  -0.0178
O  0.0057  0.0016  0.0022
O  -0.0021  -0.0027  0.0077
O  -0.0078  0.0093  -0.0001
O  0.0048  0.0076  0.0053
O  0.0042  0.0072  0.0051
O  0.0088  0.001  0.0223
O  -0.0104  0.0263  0.0145
O  -0.0029  0.0035  0.0017
O  0.0028  0.0017  0.0063
O  0.0048  -0.0084  0.0083
O  -0.0066  -0.004  0.0072
O  0.0432  -0.018  -0.0012
O  -0.0183  0.0054  0.0068
O  0.0059  -0.0017  -0.0047
O  -0.0143  -0.004  0.0058
O  -0.0017  -0.0007  0.0029
O  -0.0067  0.0044  -0.002
O  -0.0024  -0.0136  -0.0091
O  -0.0089  -0.0022  -0.0076
O  0.001  0.0042  0.0027
O  -0.0012  0.0026  -0.0004
O  -0.0127  0.0001  -0.002
O  -0.0021  -0.0059  -0.0126
O  0.0007  0.0036  -0.0011
O  -0.0325  0.0341  0.0089
O  -0.0036  0.0016  0.0006
O  0.0008  -0.0041  -0.0065
O  0.0125  -0.0116  0.0079
O  -0.0003  -0.0064  -0.0038
O  0.0256  -0.0217  0.0041
O  0.0203  0.012  -0.0033
O  -0.0252  0.0176  -0.0199
O  0.0018  -0.0073  0.0122
O  -0.0158  0.0062  0.0119
O  -0.007  0.0042  0.0379
O  0.0004  0.0038  0.0079
O  0.0093  0.0123  -0.0416
O  0.0188  -0.0118  0.0046
O  -0.0015  -0.0027  0.0065
O  -0.015  0.0039  -0.0005
O  -0.0005  0.0031  0.002
O  0.0093  0.0055  0.0013
O  -0.0036  0.0044  0.0073
O  0.0077  -0.0048  -0.0018
O  -0.0001  -0.0087  0.0071
O  -0.0154  0.0103  0.0201
O  -0.0223  -0.0138  0.0015
O  -0.0071  -0.002  -0.0074
O  0.0078  -0.0028  0.0043
O  -0.005  0.0149  0.0161
O  0.0016  0.0117  -0.0042
O  0.0111  0.0051  0.0032
O  -0.0017  -0.0157  -0.0239
O  -0.0006  0.0035  0.0027
O  0.0098  0.0039  -0.0046
O  0.0162  -0.0159  0.0825
O  0.0087  0.007  -0.0135
O  -0.0049  -0.0156  0.0297
O  0.001  -0.0009  -0.0044
O  0.0107  0.0027  0.017

The program warned: the cutoff lies below the one the program advises for these potential files; the forces do not sum to zero within the program's tolerance; the exchange-correlation potential is rough where the density is thin.
